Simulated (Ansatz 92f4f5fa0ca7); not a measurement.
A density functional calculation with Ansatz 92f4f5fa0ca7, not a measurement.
Periodic cell of 234 atoms, Si146O88, from a study of silicon, its oxide and their interface. The atomic structure is a simulated model.
Doubt: the cutoff is far below the 930 eV that the study's wrapper takes by default for these files, so forces and energies are approximate.

Settings
functional: PBE
potential files: Ansatz PAW
basis: plane waves
wave-function cutoff: 580 eV
density cutoff ratio: 5
exchange-correlation grid ratio: 1
k mesh: 1 x 1 x 1, Gamma-centred
self-consistency stop: 5e-08 eV per atom in the density residual
occupations: fixed
spin: none
net charge: 0

Cell vectors (angstrom)
a  11.6015  0  0
b  0  10.938  0
c  0  0  33.1612

Atoms and the computed forces on them: element, x, y, z (angstrom), force x, y, z (eV/angstrom)
Si  -0.1632  0.1211  24.3213  -0.0461  -0.4138  -0.2421
Si  3.8636  -0.2927  24.4028  -0.0356  -0.5865  0.0442
Si  7.8103  0.3683  23.9122  -0.2986  -0.082  -0.3803
Si  2.0055  1.147  24.3274  -0.0799  0.3367  -0.0661
Si  5.5337  1.363  24.1017  0.0703  0.301  -0.1495
Si  9.6953  1.7159  24.1543  0.2187  0.4213  -0.3471
Si  -0.0172  5.3996  24.2296  0.0639  -0.1325  -0.4304
Si  3.97  5.4038  24.4522  -0.2469  -0.3544  -0.1728
Si  7.7401  5.5095  24.7222  -0.072  -0.2656  0.0268
Si  1.9516  6.6485  24.432  0.0783  0.2272  -0.1429
Si  5.8743  6.8333  24.5471  0.2506  0.2905  -0.188
Si  9.7011  6.7938  24.4447  -0.0105  0.3682  -0.3107
Si  1.9218  2.6172  26.2895  0.0421  0.1349  0.0377
Si  5.7432  2.5886  26.2547  0.128  0.1237  0.0946
Si  9.6667  2.7472  26.2886  -0.1473  0.0906  0.3385
Si  0.0155  4.0727  26.2304  -0.0052  -0.2027  0.1781
Si  3.8683  4.0468  26.3928  -0.0553  -0.2525  -0.005
Si  7.686  4.0076  26.4808  0.1111  -0.1313  0.0507
Si  1.8842  8.1525  26.3269  0.0524  0.0686  0.0672
Si  5.7996  8.2213  26.4209  -0.2871  0.0589  0.1549
Si  9.7046  8.1977  26.3717  -0.0053  0.0737  0.072
Si  -0.01  9.6597  26.299  0.0603  -0.1717  0.1508
Si  3.8379  9.5148  26.4284  0.0308  -0.1551  0.1866
Si  7.7468  9.5382  26.5518  0.0631  -0.0683  0.1845
Si  0.0004  -0.0115  28.3127  -0.0066  0.0837  -0.0432
Si  3.8485  -0.0157  28.3309  -0.0541  0.1197  -0.0599
Si  7.7404  0.0108  28.4173  0.0412  0.0576  -0.1595
Si  1.9228  1.369  28.317  0.0136  -0.0688  -0.0438
Si  5.7893  1.3458  28.308  -0.0366  -0.0774  -0.2052
Si  9.6767  1.3755  28.2869  0.0812  -0.0612  -0.1917
Si  0.0081  5.414  28.2616  -0.0299  0.1369  -0.0614
Si  3.8505  5.4458  28.3234  0.0042  0.1364  -0.0854
Si  7.7231  5.4427  28.3534  -0.0502  0.1602  -0.1044
Si  1.9103  6.8314  28.3091  -0.0472  -0.0813  -0.0371
Si  5.79  6.8167  28.33  0.0513  -0.1514  -0.0015
Si  9.6791  6.8106  28.3124  0.0607  -0.0857  -0.0342
Si  1.9336  2.7345  30.2619  -0.0315  0.032  -0.0637
Si  5.8008  2.7345  30.2619  -0.0512  0.0878  -0.2147
Si  9.6679  2.7345  30.2619  0.0617  0.0245  -0.2297
Si  0  4.1018  30.2619  -0.0164  -0.0682  -0.2554
Si  3.8672  4.1018  30.2619  -0.0412  -0.1103  0.0652
Si  7.7343  4.1018  30.2619  0.0424  -0.0717  0.2505
Si  1.9336  8.2035  30.2619  -0.0295  -0.051  -0.0833
Si  5.8008  8.2035  30.2619  -0.0418  -0.0055  -0.0768
Si  9.6679  8.2035  30.2619  0.038  -0.1001  -0.124
Si  0  9.5708  30.2619  -0.0052  -0.0403  -0.1145
Si  3.8672  9.5708  30.2619  -0.0343  -0.0633  0.0297
Si  7.7343  9.5708  30.2619  0.0333  -0.1341  0.5292
Si  0  0  32.1955  -0.002  0.0106  -0.0639
Si  3.8672  0  32.1955  -0.0088  0.0131  -0.0049
Si  7.7343  0  32.1955  -0.0077  -0.1662  0.0204
Si  1.9336  1.3673  32.1955  -0.0088  -0.0984  0.0273
Si  5.8008  1.3673  32.1955  0.0101  -0.218  0.0317
Si  9.6679  1.3673  32.1955  -0.0087  -0.0974  -0.0397
Si  0  5.469  32.1955  0.022  0.0812  -0.0438
Si  3.8672  5.469  32.1955  -0.0139  0.173  0.0791
Si  7.7343  5.469  32.1955  0.0027  -0.0104  0.0608
Si  1.9336  6.8362  32.1955  0.0019  -0.0815  -0.0298
Si  5.8008  6.8362  32.1955  0.0017  -0.0342  -0.0212
Si  9.6679  6.8362  32.1955  0.0043  -0.0344  -0.0589
Si  1.9336  2.7345  0.9679  0.0952  0.1023  0.0315
Si  5.8008  2.7345  0.9679  -0.0451  0.2418  0.3974
Si  9.6679  2.7345  0.9679  0.0481  0.1887  -0.0947
Si  0  4.1018  0.9679  0.0351  -0.0504  -0.214
Si  3.8672  4.1018  0.9679  -0.0633  -0.1253  0.2668
Si  7.7343  4.1018  0.9679  -0.0106  -0.0302  -0.1287
Si  1.9336  8.2035  0.9679  0.1157  0.0248  0.0941
Si  5.8008  8.2035  0.9679  -0.0013  0.0195  0.0699
Si  9.6679  8.2035  0.9679  -0.1544  0.1485  0.0369
Si  0  9.5708  0.9679  0.1368  0.0408  -0.0793
Si  3.8672  9.5708  0.9679  -0.0146  0.1817  0.0454
Si  7.7343  9.5708  0.9679  -0.0791  0.0737  -0.4242
Si  0.0439  0.0538  2.8581  0.0144  0.1296  -0.0033
Si  3.8872  0.0478  2.8964  0.0027  0.0453  0.0821
Si  7.7022  0.0846  2.7985  0.0505  0.049  0.2706
Si  1.9598  1.4597  2.9628  0.0654  0.01  0.063
Si  5.7761  1.4576  3.0063  0.0406  -0.08  0.11
Si  9.6871  1.3691  2.8781  -0.0527  -0.0285  0.0987
Si  -0.0027  5.5316  2.8295  -0.0762  0.1219  0.0783
Si  3.8742  5.414  2.981  0.0862  0.1568  0.0583
Si  7.7062  5.4518  2.8937  0.0534  0.0507  0.0249
Si  1.9651  6.8527  2.925  0.023  -0.0883  0.0973
Si  5.7682  6.8003  2.879  -0.0969  -0.1228  0.0434
Si  9.6525  6.8375  2.8841  -0.0264  -0.1393  -0.0622
Si  1.9134  3.0365  4.8327  -0.1349  -0.1118  0.1139
Si  5.767  2.677  5.173  0.0852  0.0757  -0.2617
Si  9.6565  2.7283  4.8155  0.1625  0.0794  -0.1015
Si  -0.081  4.2576  4.7743  -0.1429  0.1392  0.023
Si  3.9521  4.2248  5.1136  0.0409  0.0506  -0.0448
Si  7.7092  4.0428  4.8053  -0.1318  -0.1369  -0.1859
Si  2.0183  8.2533  4.8692  -0.0247  0.1852  0.0232
Si  5.8015  8.1292  4.8165  0.0694  -0.1316  -0.273
Si  9.6975  8.3014  4.7315  -0.0176  0.1336  -0.1584
Si  0.0414  9.6411  4.7575  -0.0251  -0.2271  -0.0034
Si  3.9363  9.6456  4.8356  0.0621  0.1046  0.1385
Si  7.6851  9.4713  4.5316  0.0414  -0.0081  0.0444
Si  0.0357  0.1286  6.6255  -0.0613  0.0086  0.3058
Si  3.9799  -0.0263  6.9081  -0.5007  -0.4207  -0.0684
Si  7.7829  0.2492  7.2396  0.6889  -0.2293  0.1561
Si  1.5229  1.8846  6.819  -0.0905  0.3894  -0.0072
Si  5.8081  1.3472  7.3432  -0.5229  0.4127  0.4795
Si  9.6901  1.4735  6.8282  -0.2751  0.0448  -0.1622
Si  0.0164  5.8208  6.6079  0.079  -0.381  0.0652
Si  4.111  5.6363  7.1777  0.1713  0.0553  -0.0117
Si  7.9822  5.4371  6.6234  0.0662  -0.4742  0.2805
Si  2.0839  6.8888  6.849  -0.0992  0.3092  0.194
Si  6.1338  6.8892  6.8666  -0.1906  0.3445  0.0882
Si  9.6206  7.0681  6.7009  0.2509  0.312  0.1629
O  7.4345  -0.695  5.9696  -0.2425  -0.0906  -0.0963
O  1.7343  7.7421  8.2677  0.0413  -0.1653  -0.3027
O  6.5875  7.958  8.1084  -0.2667  -0.2625  -0.1911
O  11.448  5.0476  8.0535  -0.0256  0.0641  0.0228
O  8.0194  10.22  8.5605  -0.0994  0.093  -0.2149
O  9.2644  7.8838  8.146  0.2303  -0.1523  -0.2961
O  3.3253  9.7638  7.9141  0.2643  0.0901  -0.2051
O  14.5937  1.2698  7.1858  0.3559  -0.2054  -0.2034
O  8.3728  4.4158  7.9156  -0.2144  0.1842  -0.253
O  5.4596  1.993  8.8779  -0.0441  -0.2013  -0.4892
O  0.5351  10.1  7.8844  -0.0158  -0.1146  -0.0477
O  1.0892  2.72  8.1912  0.0708  -0.0306  -0.2208
O  1.9335  7.572  23.0365  -0.0434  -0.0986  0.2321
O  -3.8833  -0.1442  25.4671  -0.0236  -0.1638  0.041
O  2.4468  2.1707  23.0505  0.0726  -0.0579  0.2466
O  3.8591  9.4345  23.2222  0.1504  0.2104  0.1382
O  6.3474  7.5636  23.0772  -0.0912  0.037  0.2908
O  8.2808  9.9793  23.0199  -0.3115  0.4477  0.4729
O  4.0504  4.3496  23.1339  0.0324  0.1023  0.2359
O  9.6256  7.7029  23.0241  0.0148  -0.1485  0.1238
O  -0.0528  4.7052  22.6567  0.106  0.186  0.5514
O  7.4178  4.5311  23.4042  0.014  -0.1718  0.0741
O  -0.5776  9.9828  23.085  0.0991  0.1447  0.1449
O  9.9511  2.6284  22.7555  0.0152  -0.2036  0.3027
Si  1.7902  9.3638  11.5945  -0.1443  -0.0224  0.3063
Si  2.0605  2.9804  15.1837  0.0043  -0.081  -0.0966
Si  -0.2801  1.6448  16.3038  0.0297  -0.0692  0.0184
Si  6.3979  2.6929  10.0342  0.1087  0.1467  0.1606
Si  3.1309  8.3285  22.2573  -0.0733  0.122  -0.2863
Si  3.0841  9.8378  19.7716  0.0652  0.0516  -0.3198
Si  7.7141  10.1074  17.3746  -0.085  0.0284  0.0521
Si  -2.5932  3.0155  8.4813  0.4039  0.1168  0.1759
Si  11.7489  3.7849  8.9986  -0.0488  -0.046  0.1108
Si  3.9852  2.7468  22.7703  0.2509  -0.0112  -0.1599
Si  6.2757  -4.109  13.7103  -0.0251  0.1393  0.0105
Si  4.5129  1.6043  19.9482  0.0391  -0.1946  -0.279
Si  7.9389  8.6017  8.7938  0.039  0.0213  0.2333
Si  -0.6345  8.879  13.2967  0.1082  0.1297  -0.1068
Si  9.3106  -0.3109  19.9701  0.0533  0.1873  -0.2657
Si  6.9637  8.9322  11.6708  -0.1705  0.0551  0.1455
Si  10.2705  2.2593  19.2507  -0.067  -0.1685  -0.0501
Si  1.1157  7.9518  15.3891  0.1028  0.1344  -0.1087
Si  1.851  9.3518  8.4987  -0.0089  0.0399  0.1586
Si  -4.7333  7.346  16.53  -0.127  0.1016  0.0393
Si  -1.4391  11.7821  13.5318  0.1299  -0.1054  -0.0494
Si  1.9373  10.368  17.1057  0.0551  0.1296  0.0528
Si  9.6645  9.2491  22.5266  0.1013  -0.0285  -0.2692
Si  6.8904  12.685  15.6538  -0.0636  -0.1745  0.007
Si  2.1657  4.0102  11.1579  0.0722  -0.0037  0.1204
Si  3.9743  1.6405  17.01  -0.0706  -0.066  0.0491
Si  1.7809  5.5901  13.708  0.022  -0.0273  -0.0609
Si  10.6584  6.2166  14.5269  -0.0181  0.0505  -0.192
Si  -1.1646  3.8711  21.7949  -0.1805  0.0221  -0.3793
Si  7.2671  12.037  12.6139  0.1032  -0.1711  0.1316
Si  5.6761  8.591  18.9079  -0.1002  0.1321  -0.0584
Si  1.5773  1.3267  12.7469  -0.0066  -0.1058  0.0606
Si  7.9126  4.846  15.2534  -0.1012  0.0421  -0.0296
Si  4.5334  5.046  9.5339  -0.3365  -0.162  0.2176
Si  5.855  7.1669  21.5715  0.0677  0.0627  -0.3087
Si  4.3577  7.5307  11.5405  0.0192  0.0819  0.1414
Si  7.5614  4.595  21.7947  0.061  0.009  -0.2041
Si  7.4949  1.9677  20.1871  0.1391  0.0004  -0.3763
O  0.286  8.7849  11.9396  0.0648  0.0093  0.0054
O  10.7325  2.2607  17.695  -0.0021  0.04  0.0064
O  3.0963  2.8227  16.3812  0.0417  0.0451  0.0647
O  10.3175  3.1633  9.4364  0.1682  0.1129  0.1283
O  4.3535  6.5111  10.2613  0.0967  -0.0507  -0.2356
O  3.3881  4.0284  10.0977  0.018  -0.002  -0.0492
O  3.7459  1.9835  18.584  0.026  0.0179  0.0366
O  -5.2535  9.9536  18.2835  0.0234  -0.0444  0.013
O  6.5381  5.7185  21.1643  0.0118  -0.0279  0.1178
O  8.0781  0.524  20.7003  0.0046  -0.0228  0.1511
O  -2.4596  4.8409  21.4294  0.0694  0.0504  0.1388
O  6.6051  12.2174  14.108  -0.0052  0.0538  -0.0492
O  4.2262  2.6458  21.1486  -0.091  0.1079  0.2045
O  7.9146  8.463  10.4261  0.0568  -0.0514  -0.1962
O  7.6179  3.2546  15.6147  0.0661  0.1154  -0.0088
O  9.6807  9.3353  20.8782  0.0382  -0.0936  0.3415
O  0.4458  9.1463  14.4962  -0.0255  -0.1103  0.0677
O  1.9165  10.3104  18.7418  0.0012  -0.0039  0.084
O  7.599  5.8757  16.504  0.0669  -0.0076  -0.0014
O  8.6412  2.5452  19.1639  -0.054  0.0362  0.1208
O  11.7591  5.399  13.6329  -0.038  -0.0063  0.0175
O  6.9978  5.3666  13.9707  0.0469  -0.0603  0.0239
O  5.3886  8.7661  11.2355  0.0275  -0.0338  -0.0601
O  5.9384  4.289  10.012  0.1145  -0.0249  -0.0836
O  4.2119  7.2255  21.6686  -0.0704  -0.0715  0.1235
O  12.2782  11.2901  16.6254  0.0235  -0.0241  0.0067
O  4.8962  6.6859  12.8486  0.0075  -0.0453  0.0002
O  8.8565  12.4579  12.8103  -0.1218  0.0845  -0.0369
O  2.1188  7.0398  14.427  -0.0263  -0.0295  0.0499
O  2.3899  9.0697  21.0092  -0.0212  -0.0104  0.2332
O  10.5532  0.7562  19.8617  -0.0554  0.0144  0.0847
O  4.072  8.8094  18.9729  -0.0155  0.0023  0.0717
O  -1.6242  -0.7705  13.2776  -0.0055  -0.055  0.0169
O  6.0782  1.6338  19.4983  -0.0301  0.0481  0.0755
O  -3.7494  8.6855  16.5473  0.04  -0.1442  -0.0693
O  5.4852  1.8222  16.4636  0.0402  0.0453  -0.0297
O  2.4386  4.433  14.6157  -0.0004  0.0479  0.0319
O  2.0942  10.7596  12.3994  0.0242  -0.0342  -0.0771
O  8.96  -0.7376  18.4287  0.0071  -0.026  0.0725
O  -1.4563  -3.4473  13.5926  -0.0379  -0.0962  0.1096
O  7.6995  11.4559  16.4343  -0.0096  0.0605  -0.0163
O  0.5214  2.9271  15.6921  -0.0228  0.0339  0.0115
O  6.2849  8.2291  20.3894  0.0202  -0.0489  0.2078
O  -0.1131  6.9065  15.8044  -0.0484  -0.0202  0.0517
O  0.7897  4.3131  10.3776  -0.0547  0.0434  -0.1173
O  7.9311  2.4443  9.5555  -0.1092  -0.0933  -0.1212
O  7.2398  7.8899  12.9071  0.0655  -0.0541  -0.011
O  7.1726  3.0896  21.3073  -0.0611  -0.0308  0.2189
O  7.1869  10.4824  12.1145  0.0095  0.0086  -0.0274
O  11.5404  1.3585  12.8136  -0.0365  0.0331  0.0051
O  2.093  2.4822  11.7259  0.0161  0.1129  -0.0724
O  2.9108  8.2081  11.8692  0.0203  -0.0565  -0.0641
O  -1.3628  12.1196  15.1475  -0.009  0.0686  0.0639
O  1.8317  9.7613  10.047  -0.0211  0.0303  -0.2226
O  -5.6625  7.4571  15.1862  0.0345  -0.0515  0.0025
O  5.9573  7.3604  17.8797  0.0771  -0.0774  -0.046
O  1.8613  8.8082  16.5631  -0.0457  -0.0961  -0.0403
O  4.0049  0.1124  20.3821  -0.0412  -0.0025  0.1201
O  9.4923  5.1477  14.8996  0.0014  -0.0138  0.0573
O  2.3662  5.2554  12.214  -0.0437  -0.0116  0.0444
O  2.2628  1.7153  14.1701  0.0046  0.0529  -0.0299
O  3.3594  11.0854  16.6644  -0.0279  -0.0359  -0.0344
O  -5.1822  2.0326  11.5504  -0.1098  0.1669  -0.2145
O  10.9586  3.3256  20.3064  -0.0084  0.0281  0.3381

Results
free energy: -142854.217 eV
free energy less fixed offsets of O -568.88, Si -635.61 eV per atom: 6.283 eV

The program warned: the cutoff lies below the one the program advises for these potential files; the exchange-correlation potential is rough where the density is thin.
